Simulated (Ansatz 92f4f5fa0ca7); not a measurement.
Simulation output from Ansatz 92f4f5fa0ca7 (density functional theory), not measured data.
Periodic cell of 226 atoms, Si134O92, from a study of silicon, its oxide and their interface. The atomic structure is a simulated model.
Doubt: the cutoff is low for norm-conserving oxygen, so forces and energies are approximate.
Doubt: the program's own warning below bears on the result.
This geometry differs little from another in the collection (a relaxation step or a small displacement).

Settings
functional: HSE06
potential files: SPMS norm-conserving
basis: plane waves
wave-function cutoff: 800 eV
density cutoff ratio: 4
exchange-correlation grid ratio: 1
k mesh: 1 x 1 x 1, Gamma-centred
occupations: fixed
spin: none
net charge: 0

Cell vectors (angstrom)
a	10.938	0	0
b	0	10.938	0
c	0	0	31.9494

Atoms: element, x, y, z (angstrom)
Si	10.6297	0.0365	24.3885
Si	5.0988	0.1671	24.6422
Si	2.8357	2.3574	24.5175
Si	8.5566	2.4632	24.5735
Si	10.6917	5.6059	24.3323
Si	5.1563	5.6559	24.4436
Si	2.9764	7.9728	24.3838
Si	8.4326	7.8594	24.4026
Si	1.2964	1.1923	25.8124
Si	6.8229	1.3558	25.7578
Si	3.9982	4.0587	25.7577
Si	9.6705	4.0605	25.8379
Si	1.3391	6.8143	25.6571
Si	6.8132	6.7595	25.7592
Si	4.0285	9.4909	25.8976
Si	9.5198	9.4642	25.7955
Si	2.7022	-0.0551	27.2153
Si	8.1714	-0.026	27.1462
Si	0.0606	2.696	27.1901
Si	5.4734	2.7524	27.1347
Si	2.6792	5.4698	27.1249
Si	8.2152	5.4199	27.1538
Si	0.0359	8.1813	27.1324
Si	5.506	8.1806	27.1737
Si	4.1018	1.3673	28.5312
Si	9.5708	1.3673	28.5312
Si	1.3673	4.1018	28.5312
Si	6.8362	4.1018	28.5312
Si	4.1018	6.8362	28.5312
Si	9.5708	6.8362	28.5312
Si	1.3673	9.5708	28.5312
Si	6.8362	9.5708	28.5312
Si	0	0	29.8984
Si	5.469	0	29.8984
Si	2.7345	2.7345	29.8984
Si	8.2035	2.7345	29.8984
Si	0	5.469	29.8984
Si	5.469	5.469	29.8984
Si	2.7345	8.2035	29.8984
Si	8.2035	8.2035	29.8984
Si	1.3673	1.3673	31.2657
Si	6.8362	1.3673	31.2657
Si	4.1018	4.1018	31.2657
Si	9.5708	4.1018	31.2657
Si	1.3673	6.8362	31.2657
Si	6.8362	6.8362	31.2657
Si	4.1018	9.5708	31.2657
Si	9.5708	9.5708	31.2657
Si	2.7345	0	0.6835
Si	8.2035	0	0.6835
Si	0	2.7345	0.6835
Si	5.469	2.7345	0.6835
Si	2.7345	5.469	0.6835
Si	8.2035	5.469	0.6835
Si	0	8.2035	0.6835
Si	5.469	8.2035	0.6835
Si	4.1018	1.3673	2.0507
Si	9.5708	1.3673	2.0507
Si	1.3673	4.1018	2.0507
Si	6.8362	4.1018	2.0507
Si	4.1018	6.8362	2.0507
Si	9.5708	6.8362	2.0507
Si	1.3673	9.5708	2.0507
Si	6.8362	9.5708	2.0507
Si	0	0	3.418
Si	5.469	0	3.418
Si	2.7345	2.7345	3.418
Si	8.2035	2.7345	3.418
Si	0	5.469	3.418
Si	5.469	5.469	3.418
Si	2.7345	8.2035	3.418
Si	8.2035	8.2035	3.418
Si	1.3627	1.4092	4.8158
Si	6.8719	1.4125	4.7527
Si	4.0659	4.1215	4.7696
Si	9.5845	4.0655	4.7809
Si	1.3483	6.9232	4.816
Si	6.8178	6.9192	4.7514
Si	4.0844	9.5538	4.7905
Si	9.6078	9.5462	4.8224
Si	2.7531	0.0259	6.1347
Si	8.2923	0.0755	6.1064
Si	0.0202	2.7739	6.2816
Si	5.521	2.8204	6.0811
Si	2.7432	5.582	6.1317
Si	8.2539	5.5689	5.9902
Si	0.0547	8.2771	6.3402
Si	5.4921	8.2822	6.2145
Si	4.4264	1.1652	7.3231
Si	9.8159	1.1332	7.6181
Si	1.1798	4.487	7.4921
Si	6.6423	4.5127	7.2681
Si	4.326	6.684	7.548
Si	9.7504	6.6022	7.5013
Si	1.2856	9.9165	7.6926
Si	6.7145	9.9306	7.4194
O	9.5518	1.2481	24.0286
O	4.0972	6.8275	23.9422
O	4.0228	1.2925	24.1015
O	9.5229	6.7148	23.886
O	-0.014	5.5264	7.9913
O	5.5574	0.089	7.8487
O	0.0657	0.0537	8.0905
O	5.5154	5.5779	7.8381
O	7.5795	3.9557	8.4694
O	8.7729	7.1045	8.7371
O	2.2017	9.4148	9.0004
O	8.9301	1.7165	8.9025
O	7.5673	9.446	8.7303
O	3.669	1.8416	8.5888
O	3.6243	7.2403	8.9384
O	2.093	3.9723	8.7589
O	8.1227	3.4703	23.3526
O	0.4138	4.8996	22.9736
O	1.9711	2.8203	23.2142
O	5.8598	4.8984	23.1718
O	5.5275	10.1408	23.4019
O	2.3983	8.7017	23.0181
O	0.215	10.1374	23.0584
O	7.751	8.648	23.1285
Si	8.6648	7.6941	18.4395
Si	8.7803	6.3176	13.6348
Si	3.8408	1.5145	14.6782
Si	2.1163	5.7351	17.6152
Si	2.4045	3.131	19.4771
Si	9.7983	8.9841	12.1199
Si	1.3219	9.4416	22.0565
Si	9.1879	0.9447	13.2279
Si	1.4344	5.0263	13.0517
Si	1.7998	8.2166	12.8158
Si	6.6668	9.614	22.4046
Si	4.5064	4.5788	15.6749
Si	8.2209	3.0188	9.5912
Si	0.8331	8.248	19.2491
Si	6.979	1.3862	21.0754
Si	8.2113	8.3076	9.68
Si	10.8794	5.1721	15.6186
Si	7.5776	9.472	16.296
Si	9.9408	2.0865	20.2947
Si	3.2213	8.4978	9.9187
Si	6.6626	3.3966	17.436
Si	1.1476	0.2187	19.7734
Si	3.2542	2.8081	12.2713
Si	7.2013	5.4203	19.6967
Si	5.7595	8.6319	11.547
Si	5.7962	6.0402	13.1883
Si	4.6554	9.7184	17.6068
Si	1.0229	3.6099	22.1683
Si	4.9077	1.5024	18.8018
Si	3.2231	3.0864	9.4931
Si	6.4697	10.7731	13.7751
Si	10.3428	0.127	15.9837
Si	5.6724	3.6603	11.131
Si	9.8335	3.864	11.9389
Si	2.3489	9.9334	15.5312
Si	6.0974	8.1547	19.7878
Si	6.935	3.9824	22.3875
Si	9.728	2.7875	17.3877
O	7.2013	6.3182	13.9473
O	1.8517	7.0597	18.6431
O	10.3074	3.9773	16.4981
O	6.1735	9.918	17.0134
O	10.137	0.7503	14.5117
O	8.4236	6.1365	18.8829
O	5.1971	0.6496	14.386
O	5.7099	2.1043	17.5444
O	8.3689	1.9817	20.556
O	2.032	4.3024	18.404
O	6.9679	2.8215	10.6217
O	4.8706	2.7265	12.1713
O	5.9654	4.4096	16.3891
O	4.5729	3.9089	9.9342
O	10.718	2.7724	21.5409
O	9.7241	6.0906	14.9433
O	6.0349	6.5364	19.8327
O	4.1488	0.1779	18.2721
O	9.3229	10.5099	12.3723
O	2.8328	4.3075	12.722
O	1.8747	10.6993	21.1666
O	3.9651	2.6911	19.381
O	0.7564	10.1189	15.9607
O	1.2289	9.8063	18.8356
O	1.7123	1.6582	19.2568
O	8.9494	10.3415	16.4322
O	4.9157	8.6254	18.782
O	9.5041	8.7513	10.5432
O	6.7068	4.1439	18.862
O	2.9101	1.6968	13.3565
O	5.9013	8.7972	21.2468
O	2.5818	2.4815	10.8473
O	7.5591	4.8636	21.1749
O	5.2551	7.4473	12.556
O	0.408	8.9495	12.5105
O	7.6039	0.9842	13.5765
O	7.1093	9.6128	14.7423
O	8.991	5.0077	12.7052
O	8.1124	8.0432	16.9238
O	6.2564	2.5891	21.8967
O	2.4079	9.0489	14.1172
O	0.4074	4.4366	11.9475
O	0.8328	8.3493	20.9075
O	9.3737	3.7962	10.3993
O	9.6287	2.3616	12.5524
O	7.625	8.5571	19.3568
O	2.5395	8.187	11.3618
O	4.044	3.0269	15.2954
O	0.8681	4.5176	14.4725
O	10.0612	3.0088	18.9587
O	9.124	7.761	12.9663
O	10.5221	0.5878	20.0483
O	6.0238	5.0271	11.9242
O	8.1325	2.8402	17.0822
O	3.4563	5.4315	16.6465
O	4.6569	9.0877	10.4299
O	1.5936	6.6351	13.1521
O	4.7897	5.4469	14.3205
O	1.9982	3.8323	20.8854
O	10.4464	1.3895	16.9957
O	0.89	6.026	16.5973
O	7.3586	10.9751	21.8744
O	5.9598	0.9903	19.9048
O	6.1112	9.9679	12.4061
O	2.8948	0.5263	15.5236
O	7.0386	7.9887	10.7592
O	10.2356	8.0032	18.7158
O	3.4472	9.2504	16.5827

Results
free energy: -56393.162 eV
free energy less fixed offsets of O -447.96, Si -113.29 eV per atom: 0.018 eV
gap between the highest filled and lowest empty level on this k mesh: 1.213 eV

The program warned: the cutoff lies below the one the program advises for these potential files; the model core charge is not resolved on the grid; the forces do not sum to zero within the program's tolerance; the exchange-correlation potential is rough where the density is thin.
